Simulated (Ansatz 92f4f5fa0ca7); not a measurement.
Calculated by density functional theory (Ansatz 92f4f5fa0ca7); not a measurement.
Periodic cell of 288 atoms, Si196O92, from a study of silicon, its oxide and their interface. The atomic structure is a simulated model.
Doubt: the cutoff is far below the 930 eV that the study's wrapper takes by default for these files, so forces and energies are approximate.
This geometry differs little from another in the collection (a relaxation step or a small displacement).

Settings: functional PBE; potential files Ansatz PAW; basis plane waves; wave-function cutoff 580 eV; density cutoff ratio 5; exchange-correlation grid ratio 1; k mesh 1 x 1 x 1, Gamma-centred; self-consistency stop 5e-08 eV per atom in the density residual; occupations fixed; spin none; net charge 0.

Cell vectors (angstrom)
a  11.6015  0  0
b  0  10.938  0
c  0  0  40.3411

Atoms: element, x, y, z (angstrom)
Si  0  0  0.9665
Si  3.8672  0  0.9665
Si  7.7343  0  0.9665
Si  1.9336  1.3673  0.9665
Si  5.8008  1.3673  0.9665
Si  9.6679  1.3673  0.9665
Si  0  5.469  0.9665
Si  3.8672  5.469  0.9665
Si  7.7343  5.469  0.9665
Si  1.9336  6.8362  0.9665
Si  5.8008  6.8362  0.9665
Si  9.6679  6.8362  0.9665
Si  1.9336  2.7345  39.3741
Si  5.8008  2.7345  39.3741
Si  9.6679  2.7345  39.3741
Si  0  4.1018  39.3741
Si  3.8672  4.1018  39.3741
Si  7.7343  4.1018  39.3741
Si  1.9336  8.2035  39.3741
Si  5.8008  8.2035  39.3741
Si  9.6679  8.2035  39.3741
Si  0  9.5708  39.3741
Si  3.8672  9.5708  39.3741
Si  7.7343  9.5708  39.3741
Si  0  0  4.8337
Si  3.8672  0  4.8337
Si  7.7343  0  4.8337
Si  1.9336  1.3673  4.8337
Si  5.8008  1.3673  4.8337
Si  9.6679  1.3673  4.8337
Si  0  5.469  4.8337
Si  3.8672  5.469  4.8337
Si  7.7343  5.469  4.8337
Si  1.9336  6.8362  4.8337
Si  5.8008  6.8362  4.8337
Si  9.6679  6.8362  4.8337
Si  1.9336  2.7345  2.9001
Si  5.8008  2.7345  2.9001
Si  9.6679  2.7345  2.9001
Si  0  4.1018  2.9001
Si  3.8672  4.1018  2.9001
Si  7.7343  4.1018  2.9001
Si  1.9336  8.2035  2.9001
Si  5.8008  8.2035  2.9001
Si  9.6679  8.2035  2.9001
Si  0  9.5708  2.9001
Si  3.8672  9.5708  2.9001
Si  7.7343  9.5708  2.9001
Si  0.049  1.3088  27.6571
Si  3.8938  -0.0651  29.8677
Si  9.8793  0.9327  30.0447
Si  2.5068  1.8189  29.6219
Si  5.8695  1.2388  29.8139
Si  7.7569  -0.1249  29.8455
Si  0.4405  5.6057  29.5618
Si  4.4919  6.1749  30.3957
Si  7.9415  5.1702  29.0554
Si  2.3751  7.0002  29.8123
Si  5.7578  5.8017  28.4679
Si  9.3153  7.1635  29.3495
Si  2.0344  2.9423  31.6436
Si  5.8851  2.7276  31.6586
Si  9.7774  2.7372  31.596
Si  0.0638  4.2395  31.5474
Si  4.0501  4.2423  31.7441
Si  7.828  4.0716  31.336
Si  1.7433  8.3374  31.6526
Si  5.4602  8.0235  31.711
Si  9.4294  8.136  31.5713
Si  -0.3037  9.6155  31.667
Si  3.714  9.606  31.8177
Si  7.4612  9.3934  31.6847
Si  -0.0365  0.0273  33.5939
Si  3.8458  0.0975  33.6484
Si  7.6774  -0.0552  33.5572
Si  1.9096  1.4436  33.5242
Si  5.82  1.391  33.6072
Si  9.6278  1.3768  33.5574
Si  -0.0142  5.4939  33.5505
Si  3.8438  5.5051  33.702
Si  7.7164  5.4171  33.4106
Si  1.8884  6.892  33.5624
Si  5.7889  6.8076  33.6734
Si  9.6203  6.7986  33.5164
Si  1.8735  2.7361  35.5081
Si  5.7786  2.7575  35.5237
Si  9.6116  2.7339  35.5016
Si  -0.0515  4.1086  35.4861
Si  3.8106  4.0783  35.5549
Si  7.7031  4.1226  35.4463
Si  1.9244  8.222  35.5133
Si  5.8173  8.229  35.5414
Si  9.6608  8.1829  35.4701
Si  -0.0112  9.5718  35.5103
Si  3.8637  9.584  35.5179
Si  7.7492  9.5722  35.5196
Si  0  0  37.4405
Si  3.8672  0  37.4405
Si  7.7343  0  37.4405
Si  1.9336  1.3673  37.4405
Si  5.8008  1.3673  37.4405
Si  9.6679  1.3673  37.4405
Si  0  5.469  37.4405
Si  3.8672  5.469  37.4405
Si  7.7343  5.469  37.4405
Si  1.9336  6.8362  37.4405
Si  5.8008  6.8362  37.4405
Si  9.6679  6.8362  37.4405
Si  1.9558  2.7309  6.7606
Si  5.8306  2.7153  6.7882
Si  9.6645  2.7299  6.7625
Si  0.012  4.0797  6.731
Si  3.9026  4.0916  6.765
Si  7.7412  4.1057  6.7642
Si  1.964  8.204  6.7599
Si  5.8293  8.1908  6.803
Si  9.6707  8.2049  6.7768
Si  0.0133  9.5502  6.7499
Si  3.8986  9.5598  6.7591
Si  7.745  9.5752  6.7947
Si  -0.0135  -0.0147  8.6631
Si  3.9004  -0.0057  8.6785
Si  7.7436  -0.0598  8.7921
Si  1.9432  1.3155  8.6592
Si  5.8281  1.3352  8.732
Si  9.6583  1.3281  8.6725
Si  0.0299  5.5069  8.5936
Si  3.9393  5.4727  8.6845
Si  7.7663  5.4727  8.6982
Si  1.9923  6.8157  8.6756
Si  5.8476  6.8602  8.7899
Si  9.6918  6.8311  8.7113
Si  1.9728  2.7801  10.4903
Si  5.867  2.6776  10.677
Si  9.753  2.7154  10.5625
Si  0.038  4.116  10.4511
Si  3.9152  4.0764  10.5794
Si  7.7732  4.0315  10.5658
Si  1.9891  8.2814  10.5254
Si  5.8066  8.1762  10.817
Si  9.7024  8.0895  10.7264
Si  0.0112  9.5116  10.5504
Si  3.9313  9.6152  10.6228
Si  7.8026  9.4905  10.7728
Si  0.2579  -0.0582  12.4313
Si  3.7109  -0.0476  12.6175
Si  8.0971  -0.027  12.6735
Si  1.9952  1.4845  12.4242
Si  6.3543  1.5319  12.7308
Si  9.9945  1.3258  12.4658
Si  0.0346  5.4762  12.3541
Si  3.6137  5.46  12.4665
Si  7.5756  5.3333  12.5143
Si  1.8169  6.9824  12.4416
Si  5.6156  6.637  12.7057
Si  9.576  6.5545  12.6116
O  5.064  0.6297  13.2468
O  5.4347  7.1168  14.289
O  0.5066  10.033  13.8633
O  7.4845  -6.4987  13.928
O  1.7435  7.6927  13.9739
O  9.5517  7.1672  14.1438
O  12.0789  4.518  13.6344
O  8.2079  10.1443  14.171
O  3.2214  9.835  13.7782
O  3.2327  4.5446  13.8193
O  1.8744  2.2765  13.8951
O  10.1817  2.3025  13.8105
O  10.891  6.7095  29.1229
O  15.1706  20.8129  28.572
O  6.4915  8.8852  27.3086
O  10.3063  12.4521  28.5631
O  8.9551  8.3489  28.2109
O  -0.0476  10.8487  26.8475
O  3.3229  3.0141  28.7922
O  11.7713  2.5646  26.6204
O  16.6724  4.5761  27.5502
O  11.0555  -0.1774  30.4612
O  1.3262  1.2584  28.6472
O  0.4801  4.4843  28.3604
Si  8.4927  4.1481  26.8006
Si  5.1828  5.9182  18.5155
Si  16.2632  8.854  19.1527
Si  2.9018  8.4665  28.0425
Si  8.8593  -0.7188  15.6931
Si  -1.123  -3.3215  20.3982
Si  6.6755  5.7799  24.5729
Si  0.6587  9.5212  26.2318
Si  10.6721  -2.5217  23.981
Si  5.3547  2.1691  16.8147
Si  2.2002  9.8225  17.6125
Si  9.8107  0.3729  23.4759
Si  2.8222  -0.1973  24.2483
Si  0.4821  3.6331  16.9568
Si  6.9874  2.9924  14.5099
Si  9.2729  4.0877  20.4314
Si  9.088  7.2965  15.6934
Si  3.9663  3.743  20.3014
Si  1.845  9.2639  14.4408
Si  5.5948  7.5575  26.9218
Si  4.6028  3.0386  27.7778
Si  2.8773  9.2732  21.4765
Si  1.8199  3.863  14.2896
Si  12.6863  -3.7968  22.3015
Si  6.6321  3.4186  19.2435
Si  7.9853  12.0534  25.872
Si  11.5974  4.1823  26.8303
Si  5.8852  7.3122  15.8413
Si  9.7796  2.0827  15.3793
Si  4.3068  3.9243  23.4335
Si  1.4924  4.6719  24.3225
Si  2.6712  2.005  18.257
Si  4.9111  12.4863  25.1662
Si  8.9248  -4.5448  22.5082
Si  10.9157  1.5958  20.9864
Si  6.0936  10.1836  16.9859
Si  -1.2302  -5.1147  18.0784
Si  0.3438  -0.8218  19.7997
Si  0.779  1.8441  23.4555
Si  7.8764  9.5824  27.8623
O  12.2925  -9.2252  21.8437
O  4.1746  2.3973  26.354
O  3.1866  -1.0034  22.9081
O  5.1109  6.291  16.894
O  3.7468  4.1025  21.8901
O  6.0257  7.0169  25.4279
O  2.2089  1.2869  23.9511
O  3.9817  7.9273  26.908
O  7.9626  3.1772  20.1287
O  1.3276  5.9113  23.3043
O  3.3207  8.7848  18.2003
O  8.3639  10.6905  26.7264
O  1.4122  8.684  27.4022
O  5.5227  4.9214  23.825
O  3.0625  4.3007  24.4127
O  14.0743  -3.2496  21.6453
O  9.9596  6.969  23.6674
O  5.6812  3.0894  15.5004
O  7.5949  4.8695  25.6037
O  9.785  6.1418  16.5986
O  1.9688  9.4974  16.0391
O  9.9351  0.5064  15.8087
O  -2.5469  -3.5562  21.1919
O  0.5934  3.4122  23.8163
O  12.0481  8.4217  23.0983
O  10.5337  3.0801  20.4861
O  9.7349  0.9374  21.9371
O  4.8397  2.4085  23.7716
O  7.4934  7.0898  15.9321
O  8.6364  11.9486  24.3847
O  1.685  -0.8389  20.7311
O  1.6196  4.0645  15.8779
O  0.7451  -1.3465  18.3148
O  3.8753  2.6189  17.3292
O  8.4329  13.4514  26.6123
O  8.1925  2.4531  15.497
O  1.8044  -1.0529  25.1523
O  5.8503  2.1944  28.4348
O  -2.2022  5.0212  19.1072
O  4.2098  0.088  25.0315
O  6.4042  12.1426  25.6313
O  -0.3265  0.6587  19.7087
O  7.6832  10.4295  16.7982
O  10.049  4.6213  26.5676
O  7.5122  6.3902  23.3039
O  5.3097  7.3594  19.2681
O  -0.5027  8.5873  25.5495
O  0.1219  4.9418  17.8598
O  10.7087  3.0301  16.3078
O  5.7577  -1.023  18.5638
O  -1.0432  7.2575  18.8172
O  10.8001  -1.7424  20.4889
O  9.73  -1.2616  23.5338
O  2.7139  0.3855  18.0444
O  9.5719  8.8075  16.0898
O  4.2618  -1.5736  20.638
O  6.5128  -5.9506  18.7499
O  5.4357  3.0563  20.2738
O  5.5519  8.8779  16.1698
O  2.9032  2.6083  19.7725
O  3.964  -5.8802  19.2662
O  11.6364  -4.2429  21.1275
O  6.5067  2.4262  17.9552
O  5.3299  0.5798  16.4417
O  1.1771  2.4753  17.8447
O  11.2266  0.8942  24.111
O  12.5484  5.0348  25.8173
O  9.1873  -6.0439  21.8681

Results
free energy: -176917.935 eV
free energy less fixed offsets of O -568.88, Si -635.61 eV per atom: -1.415 eV

Forces (eV/angstrom), in the order of the atoms: element, x, y, z
Si  0.0027  0.0261  -0.0106
Si  -0.0101  0.0179  -0.0002
Si  -0.0011  0.0545  0.0011
Si  0.0008  -0.0392  -0.0011
Si  0.0019  -0.0422  0.014
Si  0.0026  -0.032  0.0096
Si  0.0094  0.0235  -0.0129
Si  -0.0011  0.0022  0.0168
Si  -0.002  0.0785  -0.0066
Si  0.0001  -0.0354  -0.0035
Si  -0.0081  -0.0417  0.0127
Si  0.0048  -0.065  -0.0089
Si  -0.0085  0.0431  -0.0022
Si  -0.0083  0.0176  0.0084
Si  0.0115  0.0343  -0.0173
Si  -0.0014  -0.0348  -0.0048
Si  0.0005  0.0323  0.0301
Si  0.0005  -0.1132  -0.034
Si  -0.024  0.0341  0.0052
Si  -0.0135  0.002  0.0307
Si  0.0007  0.0802  -0.0129
Si  -0.0187  -0.0238  -0.0009
Si  -0.0024  -0.0042  0.0116
Si  -0.0149  -0.0412  -0.0011
Si  0.0103  0.0158  -0.0193
Si  0.0523  0.0099  -0.013
Si  -0.0041  0.0335  0.1529
Si  0.0385  -0.0548  -0.0519
Si  0.0382  -0.056  0.0534
Si  -0.0303  -0.0561  -0.0475
Si  -0.0071  0.0084  -0.1744
Si  0.0444  -0.0206  -0.0092
Si  -0.0128  0.0567  -0.0553
Si  0.028  -0.0701  0.0019
Si  0.0359  -0.0485  0.1885
Si  -0.0247  -0.0556  0.0902
Si  0.0086  0.0251  -0.0141
Si  -0.0032  0.0546  0.0144
Si  0.0105  0.0237  -0.0116
Si  -0.0001  0.0152  -0.0333
Si  0.0077  -0.0065  -0.0058
Si  0.0046  -0.0587  -0.0049
Si  0.0081  0.0207  -0.0128
Si  0  0.0644  0.025
Si  0.0066  0.0507  0.0046
Si  0.0048  -0.005  -0.0134
Si  0.0096  -0.0129  0.0009
Si  0.0056  -0.0719  0.0264
Si  0.0159  0.0025  0.0165
Si  -0.003  0.0482  0.023
Si  -0.06  0.0178  0.0349
Si  0.0178  -0.0356  0.0075
Si  0.0388  -0.0753  -0.0178
Si  0.0005  0.0214  -0.0078
Si  0.0554  -0.009  0.0243
Si  -0.0288  -0.0061  0.0302
Si  -0.0194  -0.0556  0.0173
Si  0.0045  -0.0166  -0.0311
Si  -0.0071  0.0223  -0.0129
Si  0.0083  0.1087  -0.0999
Si  -0.0163  0.0013  -0.0391
Si  -0.0518  0.0355  0.0138
Si  0.0217  -0.0183  -0.0223
Si  -0.0175  -0.0016  0.0046
Si  0.0458  -0.0017  0.005
Si  0.0223  -0.0043  -0.019
Si  -0.007  0.0182  -0.0064
Si  0.0627  0.0161  0.0006
Si  -0.029  0.0225  0.0462
Si  0.0412  -0.0238  -0.0149
Si  -0.0225  0.0133  -0.01
Si  -0.0388  -0.0146  -0.015
Si  -0.0184  0.0034  0.0221
Si  0.0007  -0.0081  -0.0086
Si  0.005  -0.0073  -0.0013
Si  0.0022  -0.0112  0.0081
Si  0.0223  -0.006  -0.0049
Si  0.0024  0.0141  0.0019
Si  0.0073  0.007  -0.008
Si  0.0185  0.0046  -0.0025
Si  -0.0072  0.0223  -0.0057
Si  -0.001  -0.0017  0.0143
Si  -0.0218  -0.0076  -0.008
Si  0.016  -0.014  -0.0112
Si  -0.0081  -0.0007  0.0085
Si  -0.0094  0.0061  0.0067
Si  0.0101  -0.0045  -0.003
Si  -0.0066  0.0042  0.0006
Si  0.0023  -0.0033  -0.009
Si  0.001  -0.0048  0.013
Si  0.0052  -0.0066  -0.0039
Si  0.0066  -0.0007  -0.0012
Si  -0.0089  0.0054  0.0091
Si  0.0038  0.0045  0.0021
Si  -0.0006  -0.0058  0.0115
Si  0.0014  0.0027  -0.0025
Si  -0.0385  0.0159  0.0593
Si  0.0164  0.0649  0.1228
Si  0.0859  0.098  0.0662
Si  -0.0937  -0.0834  -0.0535
Si  0  -0.0066  0.0182
Si  -0.0636  0.0134  0.01
Si  -0.0852  0.0021  -0.0945
Si  -0.0479  0.0409  0.2131
Si  -0.023  0.0883  -0.3358
Si  0.0166  -0.0145  -0.0396
Si  0.0121  -0.0278  0.1413
Si  0.0295  -0.0197  -0.1194
Si  0.0006  -0.0033  -0.006
Si  -0.0021  -0.0008  -0.0043
Si  0.0008  -0.0042  -0.0055
Si  -0.003  0.0024  -0.0032
Si  -0.0018  0.0046  -0.0052
Si  0.0013  0.0024  -0.0044
Si  0.0004  -0.0053  -0.0057
Si  -0.0007  0.0015  -0.0077
Si  -0.0004  -0.001  -0.0086
Si  0.0029  0.0013  -0.0075
Si  0.0005  0.005  -0.002
Si  -0.0021  0.0013  -0.0048
Si  -0.0012  0.0002  -0.0011
Si  -0.0025  0  -0.0099
Si  0.0023  0.0026  -0.0063
Si  -0.0034  -0.0008  -0.0055
Si  -0.0013  -0.004  -0.0073
Si  -0.0085  -0.0009  -0.0104
Si  0.0073  0.0011  -0.0022
Si  0.0014  0.0062  -0.0101
Si  -0.0095  0.0035  -0.009
Si  -0.0044  -0.0025  -0.0036
Si  0.0028  -0.0057  0.0017
Si  0.0024  -0.0069  -0.0035
Si  0.012  -0.0015  0.0106
Si  0.0064  -0.0024  0.0109
Si  0.0057  0.0038  0.0192
Si  -0.0031  0.0045  0.0108
Si  -0.0068  0.0029  0.0227
Si  0.0088  -0.0025  0.0158
Si  -0.0059  0.0025  0.0163
Si  0.0037  0.0078  0.0145
Si  -0.0037  -0.0015  0.0212
Si  0.0153  0.0032  0.0114
Si  -0.0043  -0.0019  0.0195
Si  -0.0009  0.0026  0.0187
Si  0.0014  -0.0048  -0.0088
Si  0.033  0.0056  -0.0305
Si  0.0208  0.0011  -0.0464
Si  -0.0232  0.0111  -0.0113
Si  0.0179  0.0347  0.0069
Si  -0.0098  0.0042  -0.0147
Si  0.0104  -0.0038  -0.0192
Si  -0.0145  0.008  -0.027
Si  -0.0008  0.0162  -0.0207
Si  0.0068  -0.0061  -0.0207
Si  0.0024  -0.0095  -0.0393
Si  -0.0094  -0.0027  -0.0304
O  -0.0316  -0.0184  -0.0037
O  0.0063  0.0104  0.0496
O  0.0268  -0.0087  -0.0021
O  -0.012  -0.0299  0.0235
O  -0.0005  0.0148  0.006
O  -0.0072  0.0057  0.0392
O  0.0081  -0.0112  0.0021
O  0.0108  -0.0178  0.0414
O  -0.0113  -0.0188  0.0205
O  -0.0216  -0.0247  0.0186
O  -0.0002  -0.0028  -0.0012
O  -0.0084  -0.0078  0.0215
O  -0.0058  -0.0004  0.0016
O  -0.0023  -0.0085  -0.0106
O  0.0107  -0.0073  0.0102
O  0.0332  0.0085  -0.0143
O  0.0063  -0.0625  0.0571
O  0.0059  -0.015  -0.0023
O  0.0042  -0.0139  -0.0097
O  -0.0039  0.0128  0.0006
O  -0.0105  -0.0382  -0.0078
O  0.0111  -0.0067  -0.0022
O  -0.0159  0.0206  -0.0137
O  -0.0105  0.0041  -0.0173
Si  0.0035  0.0214  -0.0224
Si  0.0049  0.0022  0.0042
Si  0.0054  0.0004  0.0074
Si  0.0084  -0.0071  0.0039
Si  0.0018  0.0026  -0.002
Si  0.0017  -0.002  0.0039
Si  0.001  0.0062  0.0089
Si  -0.0077  0.0007  0.0116
Si  -0.004  -0.0022  0.0041
Si  0.0168  0.0096  -0.0077
Si  -0.0001  -0.0049  -0.0063
Si  -0.0125  0.0002  0.0008
Si  0.0102  -0.0111  0.0006
Si  0.0018  0.0031  0.0065
Si  0.0024  -0.0092  -0.0383
Si  -0.0022  0.0031  0.0067
Si  0.0023  0.0111  -0.0064
Si  0.005  -0.0023  0.0133
Si  -0.0221  -0.0108  -0.0025
Si  -0.0078  0.0105  -0.017
Si  0.0006  0.0087  0.0055
Si  0.0074  0.0021  0.007
Si  0.009  0.018  -0.0154
Si  -0.0008  -0.0017  0.0072
Si  -0.0025  -0.0067  0.0017
Si  -0.0006  -0.0228  0.0038
Si  -0.0004  -0.0179  0.0077
Si  -0.0089  -0.0014  -0.0079
Si  -0.0077  -0.0058  -0.0049
Si  0.0051  0.0029  -0.0055
Si  -0.0012  0.0034  0.0042
Si  0.0029  -0.0004  0.0119
Si  0.0179  0.0052  0.0009
Si  -0.0081  -0.0034  0.0068
Si  -0.0038  0.0002  0.0018
Si  0.0037  -0.0077  0.0155
Si  -0.0063  -0.0036  0.0104
Si  -0.0084  0.0009  0.0065
Si  -0.0012  0.0024  0.0001
Si  -0.0144  0.0098  0.0019
O  0.0002  0.0003  0.0001
O  0.0123  -0.0116  0.0042
O  -0.0032  0.0047  0.0089
O  -0.0029  -0.005  0.003
O  -0.0009  -0.0034  -0.0087
O  0.0057  -0.0089  -0.0006
O  -0.001  -0.0006  0.0063
O  0.001  -0.0056  0.0057
O  -0.0003  -0.0009  -0.0024
O  0.0014  0.0113  -0.0051
O  0.0035  -0.0021  -0.0025
O  -0.0084  0.026  -0.0059
O  -0.0023  0.006  -0.0043
O  -0.0095  -0.006  -0.0009
O  -0.0034  -0.0006  0.0038
O  0.0011  0.0008  0.0006
O  -0.0012  0.0028  0.002
O  -0.0126  -0.0095  0.0241
O  -0.012  0.0067  0.002
O  0.0075  -0.0096  0.0007
O  0.008  0.0114  0.0265
O  -0.0088  0.0145  -0.0086
O  0.0022  0.0032  -0.0046
O  0.0032  -0.0045  -0.0004
O  0.0049  -0.0069  -0.0052
O  0.0028  -0.0015  -0.0027
O  0.0048  0.0022  -0.0052
O  -0.0034  0.0019  0.0018
O  0.0014  0.0038  -0.0056
O  0.0042  -0.0016  -0.007
O  0.0006  -0.0008  -0.0023
O  -0.0151  -0.0029  0.0159
O  -0.0025  0.0012  -0.0044
O  -0.0104  -0.003  -0.0045
O  -0.0031  -0.0034  0.0162
O  0.0217  -0.0023  -0.0023
O  0.0198  0.0154  -0.0155
O  -0.0339  0.0303  -0.0142
O  0.0002  -0.0024  -0.0042
O  -0.0224  -0.0014  -0.0031
O  -0.0015  -0.0005  0.0118
O  0.0028  -0.004  -0.006
O  -0.0095  0  -0.0063
O  0.0071  -0.0044  0.0169
O  0.0101  0.0026  -0.0042
O  -0.003  0.0061  -0.0033
O  0.0002  -0.0008  -0.0065
O  -0.0005  0.0054  -0.0055
O  0.0059  0.0005  -0.0095
O  -0.008  -0.0036  0.0011
O  0.0021  0.0039  -0.0063
O  0.0022  0.0048  -0.0016
O  0.0018  0.0012  0.0006
O  0.0001  0.0041  -0.006
O  -0.003  -0.0036  -0.0124
O  -0.0034  0.0011  0.0001
O  -0.0006  -0.0064  -0.0044
O  -0.0066  0.0055  -0.0061
O  0.004  0.0064  -0.0089
O  0.004  0.0019  -0.0008
O  -0.0017  -0.004  -0.0057
O  0.001  -0.0001  -0.0027
O  -0.0017  0.0099  0.0065
O  -0.0029  0.0039  -0.007
O  0.0035  -0.0049  -0.0068
O  0.0022  0.0026  0.0023
O  0.0068  0.0024  -0.0099
O  0.0021  -0.0023  -0.0037

The program warned: the cutoff lies below the one the program advises for these potential files; the exchange-correlation potential is rough where the density is thin.
